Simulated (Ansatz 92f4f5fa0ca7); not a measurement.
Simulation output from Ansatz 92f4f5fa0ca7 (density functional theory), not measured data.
Periodic cell of 159 atoms, Si96O61N2, from a study of silicon, its oxide and their interface. The atomic structure is a simulated model.

Settings
functional: r2SCAN
potential files: Ansatz norm-conserving
basis: plane waves
wave-function cutoff: 1300 eV
density cutoff ratio: 4
exchange-correlation grid ratio: 1
k mesh: 2 x 2 x 1, shifted by 0.5 0.5 0.5 of a step
self-consistency stop: 5e-08 eV per atom in the density residual
occupations: Fermi-Dirac, 0.05 eV
spin: none
net charge: 0

Cell vectors (angstrom)
a, 10.9176, -0.0709, 0.0493
b, -0.0709, 10.9694, 0.0243
c, 0.1047, 0.0516, 23.1992

Atoms and the computed forces on them: element, x, y, z (angstrom), force x, y, z (eV/angstrom)
Si, 0.6855, -0.4712, 0.1346, -0.281, 0.1426, 0.4281
Si, 2.3534, 2.9874, -0.0114, 2.2583, -2.6775, 0.9669
Si, -0.2022, 5.9794, -0.146, -0.2081, 0.3392, 1.5071
Si, 2.7346, 8.4014, 0.8091, 0.6866, -0.9229, 0.025
Si, 5.6688, 0.0856, -0.9756, 0.9266, -0.6797, 2.2412
Si, 8.4567, 2.6339, -0.4154, -0.6661, 0.3628, -0.0056
Si, 4.9501, 6.0142, 0.2933, 0.3579, 1.4963, -1.5639
Si, 8.6493, 8.2248, 0.4053, 0.4735, 0.8409, -1.5642
Si, 1.3885, 1.3444, 1.4103, 0.7499, 0.3798, 0.0211
Si, 3.9665, 4.2276, 1.3241, -0.6374, -0.498, 0.3005
Si, 1.1767, 6.8585, 1.7615, 0.645, 0.012, -1.1974
Si, 4.2836, 10.0054, 1.5927, -0.5581, -0.0943, -1.0661
Si, 6.6732, 1.4546, 1.0858, 1.6993, -0.6926, -0.7047
Si, 9.5865, 4.1274, 1.2461, -0.4939, 0.1897, -1.0055
Si, 6.7351, 7.1433, 1.4289, 0.7788, -1.1013, -0.1581
Si, 9.8605, 9.7412, 1.7325, -0.6008, -1.6799, 0.3182
Si, -0.1859, 2.6724, 2.5299, 0.8512, 0.1001, 0.9465
Si, 2.8561, 0.1363, 2.9689, -1.3152, -0.7245, -0.5435
Si, -0.1365, 8.1651, 3.1062, 0.0295, 0.799, 0.5215
Si, 2.6045, 5.3625, 2.9219, -0.8244, -0.4419, -0.6537
Si, 5.44, 2.8578, 2.6027, -0.7102, -0.398, 0.0142
Si, 8.1645, -0.0929, 2.7517, -0.0567, 0.9968, -0.6676
Si, 5.3096, 8.3469, 2.7672, 0.6236, -0.0772, 1.6434
Si, 8.1067, 5.4458, 2.7537, -0.6742, -0.0439, -0.1458
Si, 1.179, 3.8868, 4.1472, 0.2764, 0.7379, -0.5548
Si, 4.1871, 1.5307, 4.1394, 0.3317, 0.1154, 0.3853
Si, 1.3142, 9.6344, 4.3692, 0.3887, -0.4946, -1.0676
Si, 3.9402, 6.7882, 4.1178, 0.463, 0.9595, -0.4515
Si, 6.6423, 4.1005, 4.2452, 1.2967, 0.075, -0.9991
Si, 9.531, 1.3153, 4.1055, -1.2408, -0.2317, 0.2059
Si, 6.8257, 9.5331, 4.2205, -0.612, -0.0467, 0.078
Si, 9.3855, 6.611, 4.368, -0.0699, 1.0865, -0.2791
Si, -0.1208, -0.0667, 5.515, 0.3506, 0.6719, 0.5017
Si, 2.7051, 2.7359, 5.4868, 0.138, -0.0311, 0.3644
Si, 0.0069, 5.4318, 5.5347, -0.1767, -0.7262, 0.0519
Si, 2.692, 8.1465, 5.5378, 0.0078, 0.091, 0.7656
Si, 5.5571, 0.1024, 5.4952, -0.496, -1.1392, -0.0174
Si, 8.0893, 2.6289, 5.5081, 0.1834, -0.1978, 0.2566
Si, 5.258, 5.5234, 5.5128, 0.6107, 0.4189, 0.0717
Si, 8.0163, 8.0959, 5.7138, 0.7935, 0.267, -1.4278
Si, 1.3641, 1.3478, 6.8351, 0.7966, -1.2583, -0.2673
Si, 4.0508, 4.1482, 6.872, -1.0217, -0.6692, 0.4173
Si, 1.446, 6.6589, 6.9512, -1.2278, 1.5631, -0.3924
Si, 4.0711, 9.5395, 6.8678, 0.043, 0.5379, -1.0106
Si, 6.7618, 1.26, 7.0694, 0.9296, 0.7615, -0.3942
Si, 9.5376, 3.9499, 6.8501, -0.3152, 0.0112, -0.112
Si, 6.5259, 6.9505, 6.9278, 0.1808, -1.192, 0.8408
Si, 9.5256, 9.3177, 6.9824, -0.4195, 1.0601, 0.1187
Si, 0.1004, 2.6687, 8.1526, -1.6595, 0.0852, -0.2136
Si, 2.7886, -0.1559, 8.1948, -0.219, 1.1414, 0.4355
Si, -0.0504, 8.0778, 8.3192, 0.5893, -0.8628, 0.3639
Si, 2.6015, 5.3216, 8.3576, 1.0493, -0.234, 1.0185
Si, 5.3456, 2.7816, 8.2594, -0.0373, -0.5149, 0.1455
Si, 8.2791, -0.1555, 8.3048, -0.4868, -0.6789, 0.0112
Si, 5.2688, 8.3397, 8.3992, 0.1811, -0.9647, 0.4843
Si, 7.9984, 5.3252, 8.0253, 0.153, 0.245, -0.4879
Si, 1.1557, 3.9325, 9.7062, 1.4742, 0.6156, 0.0486
Si, 4.0912, 1.3835, 9.6973, -0.3631, 0.4457, -0.1568
Si, 1.4355, 9.4801, 9.6563, -0.1062, -0.1084, 0.7343
Si, 4.0369, 6.7027, 9.7562, 0.1199, -0.2354, 0.4466
Si, 6.7813, 4.1018, 9.5363, 0.0244, -0.0309, 0.3777
Si, 9.691, 1.2234, 9.5422, 0.1362, 0.5509, -0.1614
Si, 6.7113, 9.5649, 9.7982, 0.5535, 0.8566, 0.0131
Si, 9.4044, 6.3539, 9.5011, -0.2377, 2.045, -0.1915
Si, 0.3595, 0.2499, 10.8541, -0.4624, -1.0011, 0.2505
Si, 2.3769, 2.5397, 11.1408, 0.5397, -2.4868, 0.4087
Si, -0.4206, 5.0152, 10.9362, -1.0474, 0.3754, 2.186
Si, 2.8636, 8.1341, 11.2187, -0.894, 0.622, 0.0187
Si, 5.9806, 0.6332, 11.0085, 0.7854, 0.1166, -0.2958
Si, 8.3283, 2.7729, 10.6563, -0.3389, -0.638, 0.6323
Si, 5.7538, 5.5294, 11.1525, -0.3966, 0.0364, 0.5333
Si, 7.8357, 7.6986, 10.7271, 1.4095, -0.3587, 1.8704
Si, -1.4328, -1.5322, 12.7261, -1.6826, -0.9948, -1.0414
Si, 3.9941, 1.5775, 20.6983, -2.5417, 0.1415, 0.5627
Si, 1.3462, 6.3113, 13.2, 0.1617, -1.9046, -0.2693
Si, 4.5938, 9.9635, 13.1583, 0.1567, 0.5536, -0.3732
Si, 3.1978, 0.0592, 15.4353, -1.0858, -0.889, 0.3059
Si, 10.9823, 4.3926, 18.4323, 0.7822, 1.0416, -1.0971
Si, 7.1781, 9.7567, 14.5846, -1.0756, -1.0391, -0.547
Si, 9.4719, 8.5837, 15.523, 0.1762, -0.844, 1.2828
Si, 4.0699, 2.8775, 16.1627, -0.0378, 0.9383, -1.8414
Si, -1.3118, 0.8327, 18.9043, 0.3986, 1.8626, -0.8808
Si, -6.1689, 6.2655, 17.9263, -0.4941, 0.0158, -0.1792
Si, -1.3734, 3.3163, 16.1598, -1.5902, 1.08, -0.8367
Si, 0.6783, -0.4767, 17.0291, 0.2565, 0.3005, 0.7355
Si, 10.9359, -5.0703, 15.8847, 0.4296, 0.8561, 0.3249
Si, 2.8354, 3.6773, 18.5763, -0.2231, 0.6259, 0.051
Si, 3.8125, 4.2765, 13.2792, -1.1886, -1.3567, 1.0081
Si, -2.2391, 3.7077, 19.8122, -0.8567, 0.6799, -2.3182
Si, 1.6057, 4.84, 21.105, -1.9028, -0.7763, -0.8093
Si, -1.5365, 10.7987, 21.6205, 1.4379, -1.1927, 0.0128
Si, 4.2497, 6.592, 20.7918, -0.0464, -2.0539, 3.661
Si, 4.1946, -1.4732, 20.4104, -0.5899, 1.2302, 0.8839
Si, 8.8671, 0.4206, 16.2075, -0.2751, 0.2508, 0.4458
Si, 6.6883, 4.0845, 17.4746, 1.3508, -1.2529, -0.9259
Si, 3.3036, 8.8951, 17.5312, -0.5965, -0.1168, 1.1379
O, -1.8184, -0.1795, 20.002, 0.0217, -0.9389, 1.6173
O, 0.1626, -0.4125, 21.858, -1.4694, 0.9404, -1.2021
O, 3.0023, 2.0581, -1.2332, 0.5603, 0.6727, -0.0235
O, 3.0977, 5.3896, 21.0047, 0.1232, 0.8153, -0.2727
O, -1.4415, 7.0121, -0.309, -0.6613, 0.8837, 0.3956
O, 0.4768, 5.974, 21.4996, 0.7477, -0.8555, 0.1811
O, 1.7743, 9.4201, -0.0978, 1.1011, -1.2684, 0.138
O, 3.7324, 7.152, 0.1277, -0.6666, 0.8739, 0.7146
O, 5.5426, -1.2395, 21.3355, 0.0814, 0.3121, -0.1326
O, 5.408, 1.3525, -1.9571, -0.0505, 0.5528, -0.7108
O, 3.8649, -1.0417, 16.4203, -0.0044, 0.2111, -0.8792
O, 7.4165, 0.0802, 15.5034, 1.2895, 0.1293, 0.19
O, 2.6562, 3.1698, 17.0016, 1.1149, -0.822, 1.0195
O, 9.1688, 12.1646, 22.3849, -0.978, 1.5239, 0.1132
O, 8.7046, 9.4092, 22.2951, -1.3736, -0.6025, 0.651
O, 6.12, 5.5922, 17.3023, -1.1627, 0.7528, 0.2025
O, -0.5849, -0.4216, 12.0252, 0.8391, 0.7685, -0.3949
O, 1.3941, 1.2224, 11.6546, 0.604, 1.3729, -0.9341
O, 3.0158, 2.9898, 12.5741, 0.5481, 0.7145, -0.0505
O, 1.66, 0.3826, 15.9636, -0.4434, -1.3625, 0.3992
O, 0.0304, 5.659, 12.4283, 1.0903, -0.1653, -0.5663
O, 1.0815, 6.4265, 14.7889, -0.5404, 0.0869, -0.3964
O, 1.7581, 7.589, 12.3659, 1.0033, 2.0402, -1.1627
O, 4.083, 9.0224, 11.9297, -0.3035, -0.6307, 0.4705
O, 3.3734, -0.5061, 13.9299, -1.1745, 0.1112, 0.7525
O, 5.2958, 0.3222, 12.4317, -0.0128, -0.7803, 0.8569
O, 7.2257, 1.6891, 11.4344, 0.0595, 0.2728, -0.8215
O, 9.3496, 3.8478, 11.4958, -0.8071, -1.0789, -0.6301
O, 3.975, 12.3376, 15.5993, 0.6342, 1.8587, 0.3608
O, 5.1641, 4.5817, 12.4738, 1.0846, 1.5604, -1.5575
O, 9.0249, 8.1117, 11.8584, -0.2187, 0.0948, -0.7115
O, 6.791, 6.7587, 11.6767, -0.6913, -0.8485, -1.035
O, 5.4889, 3.062, 16.9383, 0.2958, 0.567, 0.7457
O, -3.0261, -2.4007, 15.3616, 1.1806, 0.8857, -0.8748
O, 11.5479, 5.6119, 17.3481, -0.7398, -2.1593, 1.776
O, -0.8449, 4.6624, 15.3775, 0.3988, -0.8896, -0.7408
N, 1.3268, 4.0733, 19.4853, 1.6372, 0.1927, -0.2628
O, -0.7092, 8.8737, 14.0379, -0.624, -0.1959, 0.0124
O, 2.7488, 5.4633, 13.114, -0.3261, 0.1416, 0.0266
O, 0.202, 0.4922, 18.3375, -0.313, -0.6732, -0.9595
O, 1.65, -1.7115, 17.6279, 1.4568, -0.3214, -0.5883
O, 16.5661, 9.3159, 14.3255, -0.9339, 0.1032, -0.9512
O, 8.0638, 3.8736, 16.5807, -0.8037, -0.8632, 0.3142
O, 8.3277, 3.7743, 21.3965, 0.1176, -1.6408, 3.0144
O, -1.4783, 1.8528, 15.3849, 0.1564, 0.39, 1.0984
O, 3.6613, 13.5878, 19.4763, 0.1983, -0.8339, 0.4247
O, 3.8974, 7.3709, 17.2008, -0.3116, 0.8031, 0.2272
O, -1.2212, 4.9412, 19.2418, -1.0414, -1.5048, 0.4474
O, -2.4047, 0.9077, 17.695, 0.5133, -0.0384, -0.177
O, -1.4392, 2.2812, 19.6743, -0.2607, 0.4322, -0.4487
O, -7.3105, -2.8516, 20.8034, -0.3527, 0.2858, 0.8098
O, -7.2382, 5.0949, 18.1825, -0.0888, -0.5662, 0.3715
O, -5.5507, 5.9589, 21.8082, -0.743, 1.2252, 0.0605
O, -0.3968, 3.1603, 17.4332, 0.569, 0.9681, 0.5453
O, 1.2754, 3.7929, 22.4446, -0.0816, 2.2537, -2.4461
O, 4.2291, -1.6455, 18.8509, -0.3384, -0.1063, -2.146
O, 10.0215, -3.7616, 16.1833, -0.1825, 0.172, -0.5472
N, 9.9845, -0.9755, 16.4022, 0.4862, 1.238, -0.3072
O, 18.8632, -1.1009, 13.1428, 1.3468, 0.1641, 1.2573
O, 7.2204, 3.8343, 18.9901, 1.1496, -0.666, 0.9808
O, 5.0823, 6.6672, 19.4813, 1.1762, 0.077, -1.9337
O, 4.1048, 3.9441, 14.8755, -0.2829, -0.5491, -0.4846
O, 3.4448, 0.0167, 20.5754, 0.3965, -0.2614, -0.3276

Results
free energy: -40194.535 eV
free energy less fixed offsets of N -289.75, O -463.61, Si -117.95 eV per atom: -11.625 eV
pressure: -2.94 GPa
stress xx, yy, zz, yz, xz, xy (GPa, positive in tension): 3.22, 3.33, 2.28, -0.61, 0.43, -0.03
